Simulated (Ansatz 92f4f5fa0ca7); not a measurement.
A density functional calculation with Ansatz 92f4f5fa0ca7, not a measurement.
Periodic cell of 272 atoms, Si165O105As2, from a study of silicon, its oxide and their interface. The atomic structure is a simulated model.
Doubt: the cutoff is far below the 930 eV that the study's wrapper takes by default for these files, so forces and energies are approximate.
This geometry differs little from another in the collection (a relaxation step or a small displacement).

Settings
functional: PBE
potential files: Ansatz PAW
basis: plane waves
wave-function cutoff: 580 eV
density cutoff ratio: 5
exchange-correlation grid ratio: 1
k mesh: 1 x 1 x 1, Gamma-centred
self-consistency stop: 5e-08 eV per atom in the density residual
occupations: fixed
spin: none
net charge: 0

Cell vectors (angstrom)
a  11.6015  0  0
b  0  13.3963  0
c  0  0  29.8085

Atoms and the computed forces on them: element, x, y, z (angstrom), force x, y, z (eV/angstrom)
Si  11.5451  0.1782  22.8973  -0.0007  -0.0003  0.0005
Si  3.9123  0.1503  23.0196  -0.0011  0.0007  0.0009
Si  7.6658  0.1165  23.1382  -0.0004  -0.0007  0.0004
Si  2.0648  3.4497  22.8838  0.0008  -0.0009  0.0014
Si  5.8981  3.6777  23.001  -0.002  -0.0004  0.0006
Si  9.7559  3.5293  23.0216  -0.0016  -0.0006  0.0011
Si  11.6597  6.857  23.0598  0.0002  0.0006  0.0006
Si  3.9563  7.0304  23.1731  -0.0001  -0.0001  0.0004
Si  7.7892  6.8792  23.2329  -0.0009  0.0004  0.0006
Si  2.034  10.2343  23.2388  -0.0027  -0.0009  0.0004
Si  5.8578  10.0934  23.2848  -0.0008  -0.0009  0.0004
Si  9.8467  10.0847  23.2176  -0.0021  0.0003  0.0001
Si  11.6922  2.3809  23.752  0  0.0008  -0.0009
Si  3.9941  2.3981  23.7535  -0.0004  0.0007  0.0002
Si  7.7865  2.4078  23.7709  0  0.0005  -0.0006
Si  2.0294  5.7037  23.6917  -0.0012  -0.0003  0
Si  5.8304  5.8017  23.9816  -0.0001  -0.0006  0.0001
Si  9.7385  5.723  23.8881  -0.0002  -0.0005  0.0008
Si  11.7531  9.0226  24.0192  0.0007  0.0002  0.0003
Si  3.905  9.1305  24.1673  0.0002  0.0008  -0.0012
Si  7.8499  9.0802  24.0078  0.0008  0.0006  0.0005
Si  1.9104  12.5044  23.7937  0.0003  -0.0008  -0.0002
Si  5.7739  12.3699  23.9188  -0.0011  -0.0005  0.0004
Si  9.6799  12.3935  23.7818  -0.0013  -0.0005  0.0001
Si  11.6421  2.2929  26.17  -0.0001  -0.0007  0
Si  3.9152  2.3045  26.1691  -0.0005  -0.0007  -0.0003
Si  7.7584  2.3116  26.1801  0  -0.0003  -0.0001
Si  1.9784  5.6197  26.1381  -0.0001  0.0003  0.0002
Si  5.8205  5.6565  26.3198  -0.0007  0.001  0.0008
Si  9.7116  5.6349  26.2548  -0.0003  0.0003  0.0004
Si  11.6664  8.9754  26.3462  -0.001  -0.0003  0.0003
Si  3.8841  9.0104  26.4551  -0.0006  -0.0004  0.0013
Si  7.7935  9.0011  26.3392  -0.0009  -0.0003  -0.0002
Si  1.9257  12.3828  26.1983  -0.0006  0.0005  0.0006
Si  5.7984  12.3286  26.279  0  0.0004  -0.0002
Si  9.6858  12.344  26.1875  0.0001  0.0004  -0.0007
Si  1.9695  1.193  27.0148  -0.0006  0.0001  0
Si  5.829  1.1811  27.0191  -0.0017  -0.0004  0
Si  9.691  1.1784  26.9984  -0.0008  -0.0001  -0.0001
Si  11.6497  4.5083  27.0113  -0.0015  0.0005  -0.0008
Si  3.8823  4.5075  27.032  -0.0015  -0.0003  -0.0012
Si  7.7669  4.5172  27.0431  -0.0005  0.0001  -0.0014
Si  1.9646  7.809  27.076  -0.0008  0  -0.0012
Si  5.8464  7.8817  27.088  -0.0004  0.0004  -0.0001
Si  9.7151  7.8521  27.0709  -0.0004  0.0004  0
Si  11.6161  11.2381  27.0361  -0.001  -0.0001  -0.0003
Si  3.8469  11.2644  27.0742  -0.0005  -0.0004  -0.001
Si  7.7611  11.2384  27.0531  -0.0012  -0.0004  -0.0007
Si  1.9336  1.1164  29.4135  0.0606  0.1819  -0.1743
Si  5.8008  1.1164  29.4135  0.0532  0.1276  -0.1652
Si  9.6679  1.1164  29.4135  0.0832  0.1008  -0.242
Si  0  4.4654  29.4135  0.134  0.0424  -0.1792
Si  3.8672  4.4654  29.4135  -0.0683  0.0464  -0.1264
Si  7.7343  4.4654  29.4135  0.0571  0.0261  -0.0332
Si  1.9336  7.8145  29.4135  0.0125  -0.1756  0.2664
Si  5.8008  7.8145  29.4135  0.1104  0.0212  0.4285
Si  9.6679  7.8145  29.4135  0.0787  -0.0111  0.1399
Si  0  11.1635  29.4135  0.0084  0.1568  -0.0714
Si  3.8672  11.1635  29.4135  -0.0973  0.2943  0.2087
Si  7.7343  11.1635  29.4135  0.0477  0.1861  -0.0264
Si  0  0  0.3944  -0.0915  -0.0586  -0.1062
Si  3.8672  0  0.3944  0.0555  -0.2368  0.2078
Si  7.7343  0  0.3944  -0.1966  -0.2395  0.0545
Si  1.9336  3.3491  0.3944  0.0088  -0.1563  -0.0662
Si  5.8008  3.3491  0.3944  0.0179  -0.0478  -0.0176
Si  9.6679  3.3491  0.3944  -0.0576  -0.0457  0.0982
Si  0  6.6981  0.3944  -0.1148  0.0045  0.0505
Si  3.8672  6.6981  0.3944  -0.025  -0.1373  -0.1081
Si  7.7343  6.6981  0.3944  0.0359  -0.0378  0.0723
Si  1.9336  10.0472  0.3944  -0.0377  -0.0103  -0.1276
Si  5.8008  10.0472  0.3944  0.1203  0.1133  0.0227
Si  9.6679  10.0472  0.3944  0.0132  -0.1069  -0.0892
Si  11.5576  -0.0325  2.7521  -0.004  0.0005  -0.0018
Si  3.8591  -0.0715  2.7889  0.0013  0.0003  -0.0021
Si  7.674  -0.0893  2.7734  0.0009  0.0036  -0.0003
Si  1.9386  3.2748  2.7486  -0.0019  -0.0033  0.0012
Si  5.8077  3.3056  2.7648  -0.0049  -0.0056  -0.0008
Si  9.6517  3.3039  2.7846  0  -0.005  0.0023
Si  11.5744  6.6473  2.7615  -0.0016  -0.0009  0.0033
Si  3.8634  6.6284  2.7448  0.0004  0.0005  0.0034
Si  7.7418  6.6552  2.7679  -0.0016  -0.0011  0.0035
Si  1.9298  10.0048  2.7537  -0.0016  0.0108  -0.0004
Si  5.8271  10.042  2.7731  -0.0026  -0.0018  0.002
Si  9.6822  9.9883  2.7545  -0.001  -0.001  0.0018
Si  11.5959  2.1876  3.5595  -0.002  0.0022  0.0092
Si  3.8856  2.1566  3.5362  0.0044  0.0042  0.0121
Si  7.7151  2.1286  3.5293  0.0005  0.0023  -0.0019
Si  1.9004  5.5038  3.4894  0.0005  -0.0004  -0.0047
Si  5.8088  5.5435  3.5585  0.0022  -0.0004  -0.0013
Si  9.655  5.5283  3.6141  0  -0.0009  -0.0004
Si  11.6139  8.88  3.5699  0.0012  -0.0004  -0.0021
Si  3.8978  8.8772  3.4378  -0.0017  -0.0015  0.0003
Si  7.7491  8.8847  3.5551  0.0016  -0.0009  -0.0012
Si  1.8731  12.2395  3.536  -0.001  -0.0084  0.0098
Si  5.7611  12.2186  3.7453  -0.0014  0.0021  -0.0011
Si  9.6284  12.209  3.5233  0.0023  0.0027  -0.0002
Si  11.6247  2.0854  5.9277  -0.0075  0.0032  -0.0019
Si  3.8882  2.0757  5.8922  -0.0101  -0.0025  -0.0087
Si  7.6847  2.0092  5.887  -0.006  0  -0.0009
Si  1.8598  5.4143  5.8306  0.0001  0.0043  -0.0014
Si  5.8028  5.4896  5.931  -0.0004  0.0012  0.0007
Si  9.6402  5.4504  6.0141  0.0011  0.0006  0.0005
Si  11.6533  8.8452  5.9526  -0.0053  -0.005  -0.0013
Si  3.919  8.8115  5.7576  -0.0027  0.0059  -0.0014
Si  7.7895  8.8173  5.929  -0.0034  -0.0004  0.0005
Si  1.8113  12.2338  5.8995  0.0016  0.0069  -0.007
Si  5.7224  12.123  6.2604  -0.0005  -0.0048  -0.004
Si  9.585  12.128  5.8803  -0.0064  -0.0053  -0.0031
As  1.9708  1.0231  6.924  0.0027  -0.0072  -0.0034
Si  5.748  1.01  6.9623  0.0005  0.0021  -0.0027
Si  9.6504  0.9372  6.6545  0.0051  0.0042  -0.0037
Si  11.5638  4.2958  6.7824  -0.0041  0.0007  -0.0086
Si  3.8277  4.3377  6.5355  0.0044  0.0026  -0.0011
Si  7.6928  4.2114  6.6231  0.001  -0.0004  -0.0039
Si  2.0263  7.6473  6.513  0.0048  -0.0058  -0.0006
Si  5.8365  7.7523  6.6992  -0.001  -0.0017  -0.0002
Si  9.7385  7.7205  6.7527  -0.0017  -0.0035  -0.0022
Si  11.4708  11.0611  6.8037  0.0006  -0.0042  0.0026
Si  3.6317  10.9594  6.6727  0.0032  -0.0046  0.0009
Si  7.7593  10.9801  6.8744  0.0027  0.0037  -0.0026
O  9.8752  7.8985  8.4199  -0.0018  0.0009  0.0042
O  9.596  0.822  8.3428  0.0013  -0.0022  -0.0044
O  2.9825  10.5888  8.1652  -0.0019  -0.0015  0.0078
O  5.8069  7.9006  8.3647  0.0006  0.0009  0.0035
O  5.6159  1.2085  8.6434  0.001  -0.001  0.001
O  3.7276  4.3106  8.1828  -0.0003  0.0013  0.0021
O  7.6067  3.7586  8.2412  -0.0007  -0.0003  -0.0002
O  -0.0931  4.301  8.4595  -0.0013  -0.0009  0.0087
O  11.1434  11.0355  8.4529  -0.0026  0.0001  -0.0002
O  8.1074  10.7715  8.5139  -0.0006  -0.0008  0.0017
O  2.3344  7.5165  8.1227  -0.0017  0.0014  0.0007
O  11.4107  0.2041  21.2183  -0.0009  0.0005  -0.0011
O  9.753  3.6291  21.3566  -0.0004  -0.0002  -0.0006
O  4.1445  7.5373  21.5855  -0.0009  0.0003  -0.0001
O  5.995  4.1596  21.386  -0.0006  0.0005  -0.0009
O  5.7441  9.754  21.6492  -0.0008  0.0001  -0.0006
O  2.1365  3.3684  21.203  -0.0016  0.0002  -0.0009
O  7.354  13.4394  21.499  -0.0007  0.0006  0.0004
O  4.0083  0.1487  21.356  -0.0007  -0.0004  -0.0018
O  7.7184  6.9377  21.5816  -0.0006  0.0003  -0.0011
O  2.1175  10.1701  21.5892  -0.0005  0.0003  0.0002
O  11.5313  6.9738  21.3988  -0.0009  -0.0006  -0.0009
O  10.1806  9.6608  21.6277  -0.0007  0.0001  -0.001
Si  11.5361  6.4787  11.3249  -0.0014  0.0026  0
Si  1.558  10.3576  16.2435  -0.0022  0.0003  -0.0012
Si  0.0565  3.6895  9.9733  0.0036  0.009  -0.0011
Si  8.0759  12.8502  20.1718  -0.0001  -0.0002  0.0007
Si  2.76  10.4925  9.7693  0.0015  -0.0019  -0.0088
Si  2.5638  10.3859  20.0463  -0.0005  0  0.0012
Si  10.3428  3.6966  19.8362  -0.0007  0  0.0009
Si  0.226  12.7877  17.0827  -0.0015  0  0.0001
Si  10.8044  0.6927  19.768  -0.0003  -0.0001  0.0017
Si  3.1389  7.744  16.2416  -0.002  -0.0014  -0.0003
Si  0.3217  6.4819  19.8996  -0.0013  -0.0001  0.0015
Si  9.3505  2.5037  14.2765  -0.0013  0.0001  -0.0021
Si  2.7748  2.5077  11.0073  -0.0014  0.004  0.003
Si  5.1084  11.9621  15.3556  -0.0013  0.0005  -0.0007
Si  4.9368  8.6745  20.7058  -0.0005  0.0002  0.0012
Si  3.5723  -0.3927  11.2715  0.0006  -0.0061  0.0001
Si  5.5639  8.8691  14.8046  -0.0013  -0.0001  -0.0019
Si  -0.2723  11.2982  10.0687  0.0018  -0.0153  -0.0031
Si  9.4531  10.0103  20.2134  -0.0002  -0.0007  0.0021
Si  3.4497  0.0419  19.8247  -0.001  0  0.0025
Si  7.408  4.7102  9.5411  -0.0001  0.0024  -0.0033
Si  2.3575  12.3519  14.1628  -0.0005  -0.0013  -0.0002
Si  6.1539  0.6105  10.0939  -0.0046  -0.0019  0.0036
Si  2.7839  2.891  19.7624  -0.001  -0.0004  0.0015
Si  5.67  4.4242  13.6219  -0.0017  0.0001  -0.0011
Si  7.4562  0.183  15.5846  -0.0008  0.0001  -0.0002
Si  9.5945  11.309  15.1953  -0.001  -0.0011  -0.0027
Si  1.9578  6.5808  13.5577  -0.0015  0.0003  -0.0011
Si  2.7718  3.5247  13.9801  -0.0016  0.001  0
Si  11.6926  9.1608  18.4023  -0.0013  -0.0002  0.0004
As  11.1641  0.8599  9.2456  -0.0157  -0.0018  0.0159
Si  9.0794  7.331  9.7273  0.0008  0.0023  -0.0035
Si  8.6303  8.5314  14.5923  -0.0002  -0.0002  -0.0018
Si  4.7527  7.1594  12.3482  -0.0028  0.0001  -0.0031
Si  2.9627  5.6195  18.7589  -0.0012  -0.0002  0.0013
Si  2.4759  7.4186  9.7189  -0.0028  0.0003  -0.0025
Si  6.2314  8.4372  9.8458  -0.0027  -0.0019  -0.0031
Si  4.2507  4.7507  9.641  -0.005  -0.0025  -0.0014
Si  9.3065  10.4449  12.2804  -0.0017  -0.0006  -0.0012
Si  5.9354  13.0115  17.9597  -0.0019  0.001  0.0014
Si  7.9637  4.9207  18.3598  -0.0013  -0.0003  0.0004
Si  8.2569  5.3783  15.1928  -0.0004  0.0008  -0.0004
Si  7.2955  11.082  9.9182  -0.0004  -0.003  -0.0015
Si  5.3768  4.1896  19.8711  -0.0003  -0.0003  0.0015
Si  0.7486  1.4803  15.0262  -0.0006  0.0003  0.0005
Si  7.5463  7.516  20.0789  -0.0002  0.0001  0.0017
Si  7.6125  2.7855  11.8371  -0.0021  0.0011  0.0011
O  3.38  6.0783  10.0798  -0.0004  0.0011  0.0013
O  1.8988  2.6589  15.0666  -0.0013  -0.0003  -0.0004
O  -0.7269  12.8638  10.3945  0.0027  0.0223  -0.0048
O  8.3638  8.8862  19.8426  -0.0009  -0.0006  -0.0009
O  2.4093  1.3027  19.5117  -0.001  -0.0002  -0.0008
O  8.1004  5.279  16.7947  -0.0014  -0.0002  0.0013
O  2.7325  11.9748  19.6944  -0.0013  -0.0004  -0.0012
O  7.1279  8.7569  15.1806  -0.0025  0.0001  0.0001
O  1.2662  0.1754  14.1713  -0.0014  0.0001  -0.0008
O  4.3497  3.7902  14.3883  -0.0005  0  0.0001
O  4.0879  3.4108  10.5913  0.0009  -0.0002  0.0007
O  10.9187  2.061  14.4644  -0.0012  -0.0005  -0.0014
O  11.368  4.8619  11.0737  -0.0002  -0.0065  -0.0011
O  10.8238  11.9933  16.0369  -0.0011  0.0005  0.0003
O  8.8827  6.8803  14.7669  -0.0015  -0.0002  0.0001
O  1.5947  3.2022  10.1501  -0.0055  0  0.0003
O  8.3815  5.9604  9.2197  -0.0011  -0.0015  0.0011
O  11.1365  2.2887  19.5195  -0.0012  0  -0.0009
O  5.3445  7.6204  10.9139  0.0003  0  0.0012
O  11.4131  7.5836  18.7816  -0.0008  0  -0.0007
O  7.8353  8.2805  10.173  -0.0017  -0.0002  0.0009
O  10.078  7.1451  11.0037  -0.0017  -0.0006  0
O  9.182  4.0891  14.7221  -0.0012  0  -0.0004
O  8.8236  11.4632  20.5177  -0.0013  0.0005  -0.0008
O  10.5306  10.3583  11.1699  -0.0002  0.0007  -0.0012
O  8.342  12.2074  15.7416  -0.0016  0.0005  0.0002
O  4.4274  2.8666  19.8067  -0.0013  0.0002  -0.001
O  4.6469  0.216  18.733  -0.0001  -0.0003  -0.0021
O  10.4633  10.0811  18.9443  -0.0005  0.0001  -0.0008
O  6.7859  0.6658  17.016  -0.0014  -0.0005  -0.0005
O  0.4859  6.8041  12.8466  -0.0008  -0.0006  -0.0001
O  0.9887  7.1507  10.2972  -0.0009  -0.0015  0.0007
O  3.12  7.1922  12.5668  -0.0006  -0.0005  0.0005
O  3.9396  9.5486  19.7625  -0.0009  -0.0003  -0.0007
O  6.7419  5.1575  14.6079  -0.0012  0  0.0005
O  0.5359  0.9021  16.5371  -0.0006  -0.0003  -0.0003
O  1.5296  11.7767  17.0994  -0.001  0.0001  0
O  5.4052  8.2714  13.3152  -0.0011  0.001  0.0015
O  2.9834  12.3807  12.6571  -0.0011  -0.0002  0.0017
O  6.3813  3.1793  12.8457  -0.0012  0.0002  0.0004
O  2.7866  9.3187  16.59  -0.0007  -0.0006  -0.0002
O  5.9947  7.8908  19.7466  -0.0008  -0.0003  -0.0005
O  1.9438  6.3828  19.7759  -0.0007  0  -0.0009
O  1.435  9.6835  19.137  -0.0007  0  -0.0009
O  9.467  9.6781  15.468  -0.001  0.0002  0.0002
O  3.0031  8.918  10.2111  0.0005  0.0006  0.0025
O  8.8915  9.009  13.0198  -0.0008  -0.0001  0.001
O  2.1244  7.3046  15.016  0  0.0002  0.0011
O  9.1307  3.8653  18.7698  -0.0007  0.0002  -0.0005
O  4.707  7.882  15.7958  -0.001  0.0002  -0.0001
O  7.2169  1.602  10.8067  0.0009  -0.0003  0.0013
O  8.1105  6.3549  19.1078  -0.0007  -0.0004  -0.001
O  5.8368  5.1242  9.6433  -0.0008  0.0021  0.0016
O  6.9737  -0.9428  19.0642  -0.0002  -0.0004  -0.0006
O  10.7185  2.3496  10.2216  0.0088  -0.0102  -0.0047
O  8.9286  2.3818  12.704  -0.0002  -0.0004  0.0009
O  9.697  11.4557  13.5397  -0.0006  0.0008  0.0011
O  6.5582  4.1869  18.7547  0.0003  0  -0.0013
O  6.009  10.0549  9.9574  -0.002  0.001  0.001
O  1.2956  10.95  10.3188  -0.004  0.0023  0.0036
O  5.1303  10.4462  14.7479  -0.0008  -0.0004  0.0003
O  1.6811  10.8987  14.6604  -0.001  -0.0006  0.0008
O  11.3494  13.0661  18.6137  -0.0009  -0.0004  -0.0008
O  5.4265  11.8208  16.9587  -0.0013  -0.0007  -0.0007
O  8.0671  10.9959  11.3607  -0.0011  0.0002  0.0003
O  11.2992  5.002  19.6313  -0.0011  -0.0005  -0.001
O  8.3446  1.4522  15.0655  -0.0015  -0.0001  -0.0001
O  2.4172  4.0405  18.6097  -0.0009  0.0004  -0.0011
O  3.7276  11.6815  10.334  0.0004  0.0019  0.002
O  9.1702  0.5677  19.706  -0.0011  0  -0.0004
O  2.6425  2.6455  12.617  -0.0016  -0.0015  -0.0018
O  3.6261  12.6167  15.1593  -0.0006  0.0006  0.0001
O  7.9567  4.0938  10.9321  0.0006  -0.0001  0.0024
O  5.0515  0.3072  11.2744  0.0049  0.0025  -0.0008
O  4.42  5.4801  19.4969  -0.0012  -0.0001  -0.0014
O  6.1808  13.0297  14.6741  -0.0014  0.0002  0.0001
O  3.039  6.5658  17.4001  -0.0008  -0.0001  -0.0007
O  2.6791  0.8856  10.7017  -0.0033  0.0002  -0.0018
O  0.282  9.4377  16.7876  -0.0008  -0.0003  0.0005
O  5.1967  5.6075  12.598  -0.0012  0.0002  0.0009
O  2.0853  4.9771  13.7691  -0.0014  -0.0012  -0.0003
O  6.8349  12.6055  9.7007  -0.0017  0.0014  -0.0007

Results
free energy: -174314.386 eV
free energy less fixed offsets of As -4856.12, O -568.88, Si -635.61 eV per atom: 5.904 eV

The program warned: the cutoff lies below the one the program advises for these potential files; the forces do not sum to zero within the program's tolerance; the exchange-correlation potential is rough where the density is thin.
